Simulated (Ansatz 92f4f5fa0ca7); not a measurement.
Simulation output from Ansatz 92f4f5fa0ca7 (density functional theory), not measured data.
Periodic cell of 178 atoms, Si99O79, from a study of silicon, its oxide and their interface. The atomic structure is a simulated model.

Settings
functional: r2SCAN
potential files: Ansatz norm-conserving
basis: plane waves
wave-function cutoff: 1300 eV
density cutoff ratio: 4
exchange-correlation grid ratio: 1
k mesh: 2 x 2 x 1, shifted by 0.5 0.5 0.5 of a step
self-consistency stop: 5e-08 eV per atom in the density residual
occupations: Fermi-Dirac, 0.05 eV
spin: none
net charge: 0

Cell vectors (angstrom)
a  11.6586  -0.0181  0.0167
b  -0.0509  11.6299  -0.0215
c  4.7273  -5.8634  22.8201

Atoms and the computed forces on them: element, x, y, z (angstrom), force x, y, z (eV/angstrom)
Si  1.8561  0.2556  2.4473  0.371  -0.2612  -0.7892
Si  9.7254  3.0888  -0.332  0.0529  -2.1161  1.5168
Si  6.5687  0.7792  17.2757  -1.2252  3.0253  -1.397
Si  1.8264  3.024  -3.1557  -2.4956  3.5247  1.2888
Si  2.5209  1.3979  0.4729  0.5552  -0.9508  0.4358
Si  3.7719  7.4944  -0.4047  1.1883  0.559  1.306
Si  6.0308  -2.1494  -0.5995  -0.1277  -0.3066  -1.5495
Si  8.583  7.966  -0.4853  -5.1249  2.0048  2.8834
Si  9.6941  9.2245  1.142  0.0678  0.6592  0.3717
Si  2.0676  7.92  2.2013  -1.5383  0.1695  2.0307
Si  1.8933  3.7251  2.1664  1.2314  1.4387  2.0106
Si  1.9406  5.9625  -2.5959  -1.5908  2.1811  4.7541
Si  6.3894  5.9998  0.8901  -1.832  -0.241  -0.4868
Si  6.8408  2.8883  0.7168  1.4184  -0.9745  1.2597
Si  6.7916  8.8604  2.3668  -2.4579  1.2468  -0.5477
Si  11.0653  -0.0248  2.433  -0.2048  -0.0237  -0.5213
Si  11.3097  3.9968  2.1579  -2.5084  -0.3755  -0.971
Si  11.229  7.9479  2.4352  0.2394  0.9354  -0.2612
Si  2.5071  2.0885  3.6976  -0.8464  -0.3532  1.0623
Si  2.5617  5.8895  3.2705  0.103  -0.8302  0.1776
Si  2.5726  9.8752  3.4522  0.2358  0.6954  0.7207
Si  6.4253  1.4362  3.557  1.0033  0.9222  -0.6292
Si  6.5118  6.5331  3.0838  -0.1873  0.2452  0.9055
Si  6.5146  10.7274  3.7458  -0.7038  -1.1354  0.3659
Si  10.4267  2.1095  3.4662  0.597  -0.4402  -0.3683
Si  10.5829  5.8836  3.3523  -0.7817  0.4393  -0.5297
Si  10.6273  9.8867  3.9128  -0.3099  -0.4856  -0.7285
Si  0.5704  2.0133  5.065  0.4053  0.852  -0.1674
Si  0.6678  5.8554  4.7767  1.105  0.8485  0.9823
Si  0.8275  9.9718  5.1029  0.7395  0.6273  0.4128
Si  4.579  2.0506  4.7892  -0.5342  0.7434  0.5594
Si  4.6727  5.9749  4.5166  -0.4641  0.8447  -0.3922
Si  4.5274  10.0086  4.9491  0.1585  0.485  -1.1123
Si  8.4461  2.1392  4.7753  -0.243  -0.1829  0.3386
Si  8.4337  6.0386  4.4072  0.4233  0.0579  0.8249
Si  8.491  9.9934  4.8372  0.0776  1.5614  0.6009
Si  0.6377  0.2701  6.5934  1.5628  -0.2524  -0.4502
Si  0.6865  4.0471  6.2688  -0.3878  -0.7825  0.5885
Si  0.8327  7.9476  6.0888  -1.0189  -1.2131  -0.1916
Si  4.4771  0.2928  6.309  0.7027  -0.3324  0.8643
Si  4.617  4.1586  6.0106  0.2491  -0.7956  0.4433
Si  4.7307  7.9175  5.9349  -0.3541  -0.4537  0.3489
Si  8.6014  0.2795  6.341  -0.305  -0.6115  -0.4425
Si  8.4936  4.1971  6.0935  -0.5304  -0.2512  -1.6249
Si  8.4727  7.9809  5.872  -0.233  -0.8602  0.2539
Si  2.7212  0.3583  7.834  -0.4192  0.3715  -0.2521
Si  2.7021  4.19  7.5939  -0.0152  -0.3503  -1.541
Si  2.7756  7.9368  7.2706  0.6176  -0.9361  -0.66
Si  6.6016  0.0949  7.6774  -0.1936  0.4601  -0.3011
Si  6.5982  4.0171  7.3909  -0.7896  0.1348  0.3394
Si  6.6346  7.8941  7.3746  -0.4404  0.4599  -0.0418
Si  10.4  0.3189  7.8442  -1.3187  0.274  1.0391
Si  10.2573  4.0075  7.5707  1.2701  1.1952  0.4126
Si  10.3622  7.9806  7.2195  0.9397  0.3016  -0.2353
Si  2.9466  2.4379  9.0603  -0.1306  -0.5904  -0.0628
Si  2.6768  6.1292  8.7702  0.7825  0.9058  0.9146
Si  2.8113  9.7681  8.5862  0.0665  1.0989  -0.6566
Si  6.904  2.1466  8.8688  0.143  -0.457  0.2216
Si  4.7315  6.528  10.0247  -0.6971  1.9894  -5.3024
Si  6.4622  9.7367  9.0593  0.4865  -0.2254  -0.3744
Si  10.6798  2.8228  11.1862  -0.2429  1.6396  -0.3307
Si  8.5856  6.5181  9.8514  -0.682  1.4155  -1.2666
Si  8.5066  8.9508  10.123  0.0399  -0.2929  -1.2339
Si  10.108  0.3688  13.2209  1.338  0.0749  -0.3974
Si  0.7367  6.9443  9.9031  -0.5734  -0.7539  0.0302
Si  0.8718  9.1922  9.5453  -1.0658  1.3595  0.9635
Si  4.923  2.1339  10.4248  0.2086  0.0245  0.1834
Si  6.5805  5.9684  8.6982  0.3213  -0.0073  0.3557
Si  4.3932  8.9155  9.9596  0.0049  -0.4084  2.5112
Si  9.6165  2.3519  9.1616  -0.7838  -0.9568  -0.9337
Si  10.4806  6.1872  8.662  0.2985  -0.5377  -0.5667
Si  10.362  9.7938  8.7762  -0.2058  -0.5514  0.0107
Si  13.2809  3.429  16.1622  -0.6863  2.5925  -0.7029
Si  3.0262  0.7736  12.2762  0.7646  -5.924  -0.4711
Si  10.7201  -0.813  15.8069  1.8519  -1.7325  2.8416
Si  8.5334  8.7735  14.9254  2.083  -0.4144  -0.1447
Si  7.6788  4.6062  14.1575  -2.6257  -2.2555  0.365
Si  9.9614  4.9998  12.2699  2.3907  1.9239  -3.8818
Si  8.8585  6.2804  16.3344  1.9148  -5.1876  -7.9445
Si  4.169  2.8768  17.7547  1.955  0.1071  -1.7328
Si  12.9819  2.6238  10.7988  2.0323  -0.7196  1.5585
Si  3.8604  5.7596  18.8757  -3.5743  -4.1378  -5.424
Si  10.0005  6.637  21.7442  0.6172  2.0119  0.0682
Si  10.6151  1.9351  16.7935  2.1895  0.2356  -0.1387
Si  9.9476  4.3699  18.1902  0.0086  -2.2872  1.6142
Si  6.0053  9.4301  16.5837  2.477  3.2485  -0.0573
Si  4.7755  7.1057  21.2232  0.7879  -3.4262  3.9405
Si  8.5918  6.5306  19.2538  -3.0779  6.6907  -1.6831
Si  3.5709  0.9254  20.0733  -0.594  1.1809  3.4693
Si  8.4278  1.8052  14.9843  -0.6388  2.4579  2.9931
Si  12.4824  8.6466  17.4096  -5.3732  -1.836  -3.1384
Si  3.693  8.2453  17.3067  -2.49  2.5016  0.8912
Si  2.3243  -1.7835  19.5051  -0.6841  3.2144  0.5836
Si  12.5037  5.7097  18.0794  -1.7587  0.3005  -1.4757
Si  2.7187  3.3046  13.3702  -1.0469  2.0916  0.9087
Si  2.1875  9.5239  12.1378  3.1996  -0.0982  1.3661
Si  11.6619  7.5845  12.1466  -0.0062  -2.0295  0.2529
Si  5.1055  4.6503  12.4387  -3.4998  1.4775  -2.4916
Si  9.5966  9.1384  12.1059  0.9512  0.0987  -0.6231
O  8.467  2.7319  0.6803  0.5702  0.8911  -0.9303
O  10.7298  4.0072  0.5385  0.463  0.0285  0.5562
O  4.9348  6.5645  0.2772  0.5983  -0.7179  0.198
O  10.6478  5.2127  21.8795  0.3531  -1.6532  0.0092
O  2.5202  3.0441  0.8544  0.6065  -1.5589  -2.61
O  3.4889  9.299  18.6322  0.9292  -1.3819  -1.464
O  2.7917  8.0414  0.8116  1.4405  -0.0181  -2.942
O  10.2786  10.8594  1.0409  -0.4724  -1.3314  0.4176
O  6.0107  -2.415  0.9418  0.7593  -0.7184  3.199
O  7.0264  8.8327  15.5115  0.9191  -0.5441  -0.298
O  11.0324  7.7987  22.2912  -1.805  -1.479  -1.9659
O  8.3366  9.0832  2.1389  2.4033  0.0533  -0.768
O  2.8539  6.7649  -1.4572  -1.4891  -1.1465  -1.5951
O  6.3437  2.1304  2.0524  -0.1503  -0.1239  0.6202
O  6.3469  4.3898  0.6853  -0.0943  0.5733  -0.4439
O  3.9206  0.888  -0.2659  -0.2986  0.9141  0.1722
O  12.5348  9.3802  18.7508  1.6984  2.4525  4.0923
O  9.2667  3.7674  -1.717  -0.1522  -0.48  -0.1415
O  7.8263  1.1494  16.3271  -0.0748  -0.1586  0.8666
O  0.4112  2.6386  -2.3348  1.7098  3.0063  -2.2507
O  2.5494  1.7078  -2.924  5.0764  -4.8718  -0.77
O  11.1617  -0.1393  14.4597  -0.3454  1.6933  -2.8964
O  2.513  -0.075  19.5002  -0.9972  -3.4416  -0.8021
O  4.6335  8.6699  -1.1426  0.1555  0.803  -0.2049
O  7.3839  8.8963  -1.2283  0.3055  -0.6774  0.2289
O  7.587  5.4565  15.5254  1.3099  1.2217  0.3098
O  7.4127  2.9545  14.5506  0.2347  2.7964  -0.9769
O  2.1598  8.2563  16.7569  3.8464  -1.1816  -1.3139
O  7.6969  6.6536  0.2435  1.3823  1.562  -1.2627
O  9.2603  10.1439  15.4658  -1.2733  -1.3496  0.3166
O  10.751  0.3408  16.9762  -0.9213  -0.887  -0.2317
O  2.7688  1.5831  21.5076  5.3117  -3.1843  -5.802
O  9.8591  5.0112  16.753  -0.8504  1.3644  -1.5351
O  1.1598  9.9872  11.0464  -1.3439  -0.1226  -2.0095
O  3.705  8.9901  11.5632  -0.953  0.4198  -0.983
O  3.1943  1.7534  13.4408  0.2753  3.0547  2.5767
O  10.5802  1.7081  12.3351  -0.7139  -2.5394  2.2153
O  5.237  3.3937  11.4511  -0.103  -0.7253  -0.3532
O  9.1318  4.6377  13.5079  -1.8333  -0.6461  2.4648
O  4.377  0.8049  11.3353  0.7232  0.965  -0.508
O  9.835  6.9547  20.1127  0.4128  0.9332  1.6136
O  13.6644  3.7068  11.9825  -0.4482  -1.8049  -1.2289
O  8.9319  5.9067  11.2752  0.8139  -1.877  2.992
O  5.019  0.3672  20.547  1.2469  -0.4541  -0.483
O  4.5381  4.379  18.1774  -1.0265  1.7165  0.8208
O  12.9317  4.9686  16.7159  0.398  -1.1362  -0.4817
O  4.2862  6.8861  17.842  0.4539  0.6314  -0.6214
O  8.5017  6.9864  17.547  -2.3058  3.8831  9.8287
O  13.2898  3.6749  14.5477  0.6148  -1.2375  0.1785
O  8.5646  8.824  13.2998  -0.7855  -0.3683  1.7621
O  8.6536  5.0358  19.122  1.0809  -6.1194  -1.1607
O  9.5058  7.3742  15.3018  -2.2671  1.5835  -0.2036
O  4.582  5.9884  11.4216  0.7949  -3.995  6.7148
O  11.1867  5.9994  12.7588  -0.1037  1.5054  -0.5852
O  6.4373  5.0332  13.0948  4.177  0.3022  2.5319
O  2.3699  4.4715  -2.5139  -0.2341  -4.1335  -0.1303
O  11.7544  7.1681  17.7675  1.0751  -0.1129  -0.0841
O  1.3802  8.2511  12.8488  -0.2945  0.2452  0.1959
O  4.5887  8.9719  16.2023  -2.5079  -1.6883  -0.472
O  4.4433  5.814  20.2419  2.3095  1.7371  5.4497
O  2.279  6.4894  -3.9855  0.3749  1.5409  -4.1579
O  9.8976  2.6892  18.0209  -0.4683  2.1048  0.7217
O  9.9463  2.3097  15.376  -0.952  0.1708  -0.0723
O  13.8009  5.7542  18.9677  3.6218  0.5711  1.192
O  10.1087  -0.9136  12.2193  -0.3683  0.7999  0.6869
O  6.0608  6.6608  22.255  -2.3498  0.8874  -2.1364
O  3.7169  2.1149  19.0553  -0.3244  0.083  0.5128
O  14.7212  2.9346  16.6177  0.0846  -0.3835  0.1625
O  5.9743  -0.5535  16.6218  -0.0129  -0.9528  0.1267
O  3.947  4.3676  13.5332  0.4199  -0.4221  -0.1404
O  3.4902  7.3803  22.1551  -0.894  1.6993  -0.1227
O  11.3972  4.7547  18.8116  -0.8322  0.11  0.2827
O  5.463  2.1162  17.0643  1.0501  -1.9983  1.275
O  13.4287  1.0192  11.4102  -2.6121  2.7844  -1.7176
O  12.19  2.4172  16.7015  -1.1982  -0.3934  0.1678
O  2.6607  10.8823  12.9809  0.0021  0.4332  -1.1659
O  8.6476  0.7589  13.895  1.3709  -2.9724  -3.5504
O  11.6472  9.5744  16.328  -0.2393  0.3746  0.1843
O  6.3376  9.0624  18.0915  0.1157  -0.4667  0.0175

Results
free energy: -48303.867 eV
free energy less fixed offsets of O -463.61, Si -117.95 eV per atom: -1.627 eV
pressure: -0.51 GPa
stress xx, yy, zz, yz, xz, xy (GPa, positive in tension): 2.1, 2.66, -3.21, -0.03, 0.27, -0.71
